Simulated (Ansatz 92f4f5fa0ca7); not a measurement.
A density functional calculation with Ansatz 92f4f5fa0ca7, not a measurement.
Periodic cell of 168 atoms, Si98O70, from a study of silicon, its oxide and their interface. The atomic structure is a simulated model.

Settings
functional: r2SCAN
potential files: Ansatz norm-conserving
basis: plane waves
wave-function cutoff: 1300 eV
density cutoff ratio: 4
exchange-correlation grid ratio: 1
k mesh: 2 x 2 x 1, shifted by 0.5 0.5 0.5 of a step
self-consistency stop: 5e-08 eV per atom in the density residual
occupations: Fermi-Dirac, 0.05 eV
spin: none
net charge: 0

Cell vectors (angstrom)
a, 11.54, 0, 0
b, 0, 11.54, 0
c, 0, 0, 20.8872

Atoms: element, x, y, z (angstrom)
Si, 0.3777, -0.4879, -0.2948
Si, 0.0287, 4.4262, -0.1408
Si, -0.0792, 6.9352, -0.0473
Si, 3.7989, 0.1422, 0.462
Si, 3.4315, 3.2188, -0.0524
Si, 3.4227, 8.6157, 0.026
Si, 7.2273, -0.7987, -0.1666
Si, 7.6146, 4.9008, -1.0744
Si, 7.5745, 7.6763, 0.1457
Si, 1.7816, -0.0926, 1.5382
Si, 1.693, 3.7963, 1.3775
Si, 1.7261, 7.6332, 1.3884
Si, 5.8045, -0.0526, 1.5427
Si, 5.4428, 3.9564, 0.9454
Si, 5.4704, 7.7232, 1.1901
Si, 9.9025, -0.1584, 1.036
Si, 9.7528, 3.9456, 1.1672
Si, 9.6031, 7.5453, 1.33
Si, 1.7769, 1.9104, 2.727
Si, 1.8757, 5.7517, 2.7523
Si, 1.814, 9.4822, 2.8095
Si, 5.9429, 2.0979, 2.4197
Si, 5.516, 5.7757, 2.537
Si, 5.6643, 9.5014, 2.7398
Si, 9.7148, 1.8818, 2.3805
Si, 9.5353, 5.7189, 2.7452
Si, 9.6517, 9.5392, 2.6004
Si, -0.1215, 1.891, 4.0615
Si, -0.0849, 5.7966, 4.1289
Si, -0.0813, 9.516, 4.1686
Si, 3.9477, 1.9866, 3.7396
Si, 3.7686, 5.8283, 4.1109
Si, 3.7593, 9.5263, 4.1434
Si, 7.8419, 2.0201, 3.8316
Si, 7.5297, 5.7924, 3.9434
Si, 7.6821, 9.531, 3.9482
Si, 0.0773, -0.05, 5.4328
Si, 0.0138, 3.8342, 5.3889
Si, -0.1743, 7.6625, 5.6387
Si, 3.9442, 0.1028, 5.1166
Si, 3.9304, 3.7899, 5.2201
Si, 3.6981, 7.675, 5.6514
Si, 7.8386, 0.0215, 5.1104
Si, 7.7667, 3.9076, 5.3338
Si, 7.5453, 7.669, 5.4046
Si, 2.1835, 0.2052, 6.6218
Si, 2.0534, 3.7602, 6.5599
Si, 1.7111, 7.5585, 7.0996
Si, 5.9111, -0.0978, 6.4062
Si, 5.7985, 3.802, 6.6471
Si, 5.7034, 7.5983, 6.9334
Si, 9.6348, 0.0729, 6.6509
Si, 9.7026, 4.0443, 6.8107
Si, 9.3529, 7.9551, 6.896
Si, 2.1982, 2.063, 8.1068
Si, 2.0732, 5.4679, 8.0958
Si, 1.6686, 9.1819, 8.8803
Si, 5.8529, 1.7485, 7.7368
Si, 5.8271, 5.5222, 8.2583
Si, 5.5455, 9.6835, 7.9823
Si, 9.5799, 2.0107, 7.88
Si, 9.6921, 5.5676, 8.6931
Si, 9.3039, 9.9268, 8.1972
Si, -0.5405, 1.7091, 9.6907
Si, 0.0237, 5.4677, 10.1868
Si, -0.3961, 10.1238, 9.5827
Si, 4.135, 1.4679, 9.2621
Si, 3.8431, 5.4386, 9.5833
Si, 3.3771, 10.5013, 8.2545
Si, 7.6798, 1.8954, 9.1432
Si, 7.6913, 4.8922, 9.6127
Si, 7.7525, 10.4832, 10.0348
Si, -3.1322, 0.8502, 14.08
Si, -0.8501, 2.9542, 11.7471
Si, 7.5601, -4.1012, 13.933
Si, 4.4273, 3.2351, 11.586
Si, 8.7324, 3.5827, 13.115
Si, 8.018, -1.5679, 12.4306
Si, 8.8753, 1.6603, 17.1072
Si, 6.361, -2.5257, 16.3535
Si, 4.5093, -0.3165, 15.8333
Si, 9.3986, 5.6829, 15.3113
Si, 7.0058, 4.9861, 12.3867
Si, 11.4404, 0.7905, 13.518
Si, 13.9281, 7.4079, 11.2056
Si, 1.1741, 2.3236, 15.7862
Si, 1.0604, -2.4365, 19.2309
Si, 11.0712, -2.0333, 12.5633
Si, 12.3422, 5.3581, 15.9258
Si, 12.9772, 7.7536, 14.0039
Si, 16.4834, 4.3646, 16.1776
Si, 11.5792, 1.9835, 18.6096
Si, 14.4865, 4.8471, 18.1207
Si, 2.2366, 9.3632, 16.4402
Si, 3.9824, 2.2108, 14.3711
Si, 6.5953, 11.4461, 17.9228
Si, 15.9076, -4.4725, 17.1003
Si, 7.7853, 16.0454, 17.4993
O, -2.8876, 0.011, -0.0856
O, 1.1254, -2.0489, -3.2682
O, -2.8429, 4.1913, -0.0913
O, -0.0363, 7.8933, -1.4246
O, 0.7424, 15.3764, -5.523
O, 4.7114, -5.565, -4.9819
O, 2.5578, -3.1254, -1.3822
O, 3.6652, 1.5953, -0.4339
O, 2.8523, 4.0561, -1.3709
O, 5.6635, 7.9889, -3.4695
O, 8.7557, 14.803, -3.8188
O, 7.6523, 1.1093, -2.8979
O, 10.2699, 1.3676, -3.0296
O, 6.1864, 4.3537, -0.4972
O, 7.6906, 6.5486, -1.048
O, 7.6197, 9.1839, -0.5265
O, 7.4997, -0.3821, 13.4909
O, 1.0222, 1.9368, 9.2539
O, -2.3532, 7.0863, 8.3097
O, 0.3187, 2.0764, 12.608
O, -0.4339, 9.2402, 10.967
O, 3.6247, -0.0615, 9.6016
O, 4.8361, 1.9713, 10.6574
O, 9.0678, 6.8706, 14.2302
O, 3.5272, 4.1458, 10.5807
O, 2.28, 8.798, 10.3873
O, 5.6621, 4.1189, 12.1009
O, 10.9482, 0.1255, 10.1656
O, 7.5964, 3.2756, 10.0811
O, 6.3089, -1.6363, 9.4654
O, 11.2501, 4.4707, 11.4426
O, 7.7518, 12.1514, 10.185
O, 7.306, 8.5337, 12.7535
O, 0.2908, 1.1574, 15.0616
O, 1.4983, -5.1946, 14.8246
O, 3.7541, 6.6965, 10.6574
O, 0.9323, 4.7136, 9.0523
O, 7.2082, -3.4101, 15.3441
O, 6.6604, -5.3937, 13.5044
O, 9.4366, 4.292, 14.4523
O, 1.0262, 6.5806, 10.8605
O, 7.4631, 5.7477, 11.0135
O, 7.8133, 2.2769, 13.6007
O, 9.5275, -1.8709, 12.9676
O, 11.939, -0.6988, 13.0357
O, 8.316, 5.7213, 16.5353
O, 5.2478, 0.3531, 17.124
O, 7.2164, -1.431, 17.1963
O, 2.6652, 2.1104, 15.2595
O, 4.6329, 0.7197, 14.5769
O, 6.2892, 4.118, 17.0066
O, 10.8287, 5.9099, 16.0459
O, 11.5812, 8.1344, 13.2708
O, 13.1062, 5.3524, 17.3795
O, 9.8412, 0.7248, 13.3586
O, 12.6575, 2.1819, 17.3958
O, 8.7039, 0.8875, 15.6804
O, 12.0934, 0.8697, 19.651
O, 2.9999, -0.7382, 16.2675
O, 4.9571, 3.4215, 14.8643
O, 3.8253, -1.3347, 20.5748
O, 5.2719, -1.7031, 15.4513
O, 13.1602, -2.5171, 14.9906
O, 14.0924, 7.6526, 12.8144
O, 15.1661, 2.5668, 12.8363
O, 6.2747, 11.1835, 19.4707
O, 14.7463, -3.4458, 16.6942
O, 11.3913, -8.136, 19.4011
O, 15.4379, 6.159, 18.3645
O, 15.2357, 3.8566, 17.0778

Results
free energy: -44020.771 eV
free energy less fixed offsets of O -463.61, Si -117.95 eV per atom: -8.971 eV
pressure: -0.68 GPa
stress xx, yy, zz, yz, xz, xy (GPa, positive in tension): -1.38, 1.57, 1.84, 0.61, 1.3, -0.35

Forces (eV/angstrom), in the order of the atoms: element, x, y, z
Si, -0.0315, 0.7406, 0.06
Si, 0.1308, -0.6653, -0.2798
Si, -0.1128, 0.518, -0.2128
Si, -0.0774, 0.3081, -0.7563
Si, -0.2083, -0.2191, -0.2096
Si, 0.3594, 0.0071, -0.6351
Si, -0.0711, 0.0279, -0.6095
Si, 0.0937, 0.3144, -0.076
Si, 0.0176, 0.6683, -0.3857
Si, 0.1783, 0.0265, 0.1602
Si, 0.3154, 0.0515, 0.0025
Si, 0.1529, 0.1568, -0.1128
Si, 0.2707, -0.0711, 0.0169
Si, -0.0638, -0.236, -0.3836
Si, 0.0447, 0.0897, -0.3297
Si, -0.5347, 0.0013, -0.4767
Si, -0.2156, 0.4019, 0.0303
Si, 0.0502, -0.1351, -0.0662
Si, -0.2384, 0.0137, 0.1856
Si, -0.022, -0.136, 0.0627
Si, -0.321, 0.0414, 0.3669
Si, 0.1939, 0.0305, 0.1204
Si, 0.1427, 0.2161, 0.0348
Si, -0.1906, -0.0289, 0.3353
Si, 0.2658, -0.0808, -0.0487
Si, 0.133, -0.0932, 0.0356
Si, 0.1299, -0.1511, -0.061
Si, 0.3518, 0.0243, 0.0895
Si, 0.0322, -0.0427, -0.1438
Si, -0.0173, 0.2582, -0.0275
Si, 0.0047, 0.0925, -0.2305
Si, -0.0456, -0.1273, -0.0019
Si, 0.1076, -0.1656, -0.149
Si, -0.2394, -0.0387, 0.0966
Si, -0.066, -0.0873, -0.0375
Si, 0.1011, 0.0643, -0.1771
Si, 0.0328, -0.0477, 0.2021
Si, -0.0656, 0.0292, 0.1169
Si, 0.1295, -0.1696, 0.0042
Si, 0.0829, -0.0476, 0.0927
Si, 0.0842, 0.0856, 0.1105
Si, -0.0918, -0.0831, 0.094
Si, -0.0533, 0.0276, 0.0169
Si, 0.1025, 0.0351, 0.1516
Si, 0.0029, -0.0205, 0.1196
Si, 0.0412, 0.1191, -0.042
Si, 0.0388, 0.1503, -0.1092
Si, -0.03, 0.2819, -0.1055
Si, 0.2346, -0.2419, -0.2137
Si, -0.1078, -0.1799, -0.263
Si, 0.1084, -0.4066, -0.0227
Si, -0.1521, 0.164, -0.132
Si, 0.0539, 0.2594, -0.221
Si, -0.16, 0.1722, 0.3969
Si, -0.4636, -0.0855, 0.3959
Si, -0.1905, -0.357, -0.4164
Si, 0.3276, 0.0416, 0.4059
Si, -0.03, 0.1461, 0.4301
Si, -0.0041, 0.1819, -0.149
Si, 0.4508, 0.3156, 0.3983
Si, 0.2037, 0.0619, 0.2236
Si, -0.3133, -0.1898, 0.0984
Si, -0.1193, 0.1189, 0.1307
Si, 0.4857, -0.1703, 0.29
Si, 0.8545, -0.3625, 0.7433
Si, 0.2182, 0.063, 0.3772
Si, 0.2867, -0.0004, 0.239
Si, 0.1915, 0.2084, 0.8959
Si, -0.7352, -0.1397, 0.5435
Si, -0.3557, -0.0353, 0.5052
Si, -0.3682, -0.2066, 0.7586
Si, -0.4451, 0.5263, -0.0412
Si, 0.0402, -0.112, -0.06
Si, 0.226, -0.3201, 0.1577
Si, -0.063, 0.156, 0.0883
Si, -0.1223, -0.3715, 0.1915
Si, -0.0146, -0.263, 0.4696
Si, 0.122, -0.3791, 0.7184
Si, -0.1906, -0.2177, -0.1416
Si, -0.0514, 0.0645, -0.1515
Si, -0.0466, 0.0262, -0.2978
Si, 0.3529, 0.1648, -0.1606
Si, -0.2961, 0.238, 0.4616
Si, 0.0848, -0.2742, 0.218
Si, 0.2939, 0.4697, 0.3708
Si, 0.154, -0.0122, -0.2671
Si, 0.3164, -0.6623, -1.1059
Si, 0.1374, -0.0404, 0.4335
Si, -0.0969, 0.0441, -0.3461
Si, 0.0573, 0.0202, 0.0354
Si, -0.0998, 0.0465, -0.3531
Si, 0.1726, 0.0312, -0.6451
Si, 0.0502, -0.1523, -0.3337
Si, 0.4028, 0.1601, -0.5075
Si, 0.1237, -0.2253, -0.0042
Si, -0.0889, 0.0562, -0.3517
Si, 0.1009, 0.1827, -0.3784
Si, 0.0821, -0.3711, -0.873
O, 0.1535, -0.2647, 0.4939
O, -0.0593, -0.056, 0.7644
O, -0.571, -0.0949, -0.0024
O, 0.2593, -0.0699, 0.2864
O, 0.0445, -0.0561, 0.2269
O, -0.0304, -0.1069, 0.4021
O, -0.4738, 0.1946, 0.171
O, -0.1328, -0.1701, 0.6773
O, 0.1424, -0.1494, 0.1666
O, -0.156, -0.0717, -0.0873
O, -0.0483, 0.1388, 0.068
O, 0.0746, 0.0012, -0.0486
O, 0.0629, 0.161, 0.2607
O, 0.2614, 0.2027, 0.3473
O, -0.1542, -0.5878, 0.3785
O, -0.083, 0.2246, 0.4554
O, 0.3762, -0.0116, -0.255
O, -0.1101, 0.0197, -0.1884
O, 0.33, -0.2016, -0.5501
O, -0.4314, 0.2475, -0.3357
O, -0.1607, 0.1849, -0.2486
O, 0.2984, -0.0199, -0.6432
O, -0.1795, 0.2169, -0.1714
O, -0.2287, -0.2298, 0.0971
O, 0.1267, 0.279, -0.247
O, -0.2572, -0.4967, 0.0562
O, 0.049, 0.0888, 0.0114
O, 0.1235, -0.1746, -0.4042
O, 0.0303, 0.4241, -0.7043
O, -0.1161, 0.0864, -0.4447
O, 0.0191, 0.22, -0.4455
O, -0.0159, -0.4633, -0.4057
O, 0.1257, 0.1131, 0.095
O, -0.0355, 0.1353, -0.2382
O, -0.1112, 0.069, 0.1143
O, -0.2728, -0.3076, -0.3355
O, -0.2799, 0.4667, 0.1572
O, -0.0716, -0.0217, -0.1697
O, 0.2081, -0.2412, -0.1436
O, -0.3175, -0.002, -0.1026
O, -0.368, -0.2818, -0.3835
O, -0.0362, -0.3172, -0.3905
O, 0.2768, 0.2255, 0.0627
O, 0.0306, 0.179, -0.306
O, -0.4174, 0.0388, -0.1002
O, -0.0565, -0.3573, 0.059
O, 0.3094, -0.248, 0.0896
O, -0.3018, 0.2212, 0.1153
O, -0.0593, 0.0888, -0.0027
O, -0.1278, 0.1925, 0.2412
O, 0.2554, 0.1742, 0.2115
O, -0.0843, -0.1503, 0.0074
O, 0.0856, 0.1961, -0.1477
O, 0.1564, -0.0544, 0.1833
O, -0.0976, 0.1431, 0.0427
O, -0.2503, 0.0382, 0.3343
O, -0.0985, 0.216, -0.0772
O, -0.0269, -0.2248, 0.0903
O, 0.0239, -0.3502, 0.1585
O, -0.1112, 0.0571, 0.2823
O, -0.2228, -0.3151, 0.4013
O, 0.1314, 0.0686, 0.3959
O, 0.0059, -0.1923, 0.2033
O, -0.2973, -0.1379, -0.438
O, 0.286, 0.3069, -0.2349
O, 0.1695, -0.0945, 0.1157
O, -0.016, -0.005, 0.161
O, 0.0477, 0.3622, 0.2934
O, -0.0732, -0.0744, -0.0063
O, -0.0378, 0.3382, 0.2085
